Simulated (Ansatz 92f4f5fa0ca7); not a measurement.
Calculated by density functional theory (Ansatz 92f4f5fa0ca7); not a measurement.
Periodic cell of 226 atoms, Si132O92As2, from a study of silicon, its oxide and their interface. The atomic structure is a simulated model.
Doubt: the cutoff is low for norm-conserving oxygen, so forces and energies are approximate.
Doubt: the program's own warning below bears on the result.

Settings
functional: HSE06
potential files: SPMS norm-conserving
basis: plane waves
wave-function cutoff: 800 eV
density cutoff ratio: 4
exchange-correlation grid ratio: 1
k mesh: 1 x 1 x 1, Gamma-centred
occupations: fixed
spin: none
net charge: 0

Cell vectors (angstrom)
a	10.938	0	0
b	0	10.938	0
c	0	0	31.9494

Atoms: element, x, y, z (angstrom)
As	10.6809	-0.0326	23.9914
Si	5.0288	0.1334	24.64
Si	2.7934	2.3523	24.5893
Si	8.459	2.4394	24.5364
Si	10.6655	5.5623	24.311
Si	5.1512	5.6311	24.429
Si	2.919	7.9262	24.3854
Si	8.431	7.8637	24.3833
As	1.2953	1.1996	26.0206
Si	6.747	1.3515	25.7505
Si	3.9877	4.0493	25.7584
Si	9.6741	3.9821	25.8238
Si	1.296	6.7748	25.664
Si	6.8202	6.7423	25.7314
Si	3.9607	9.4676	25.9168
Si	9.5345	9.5236	25.6952
Si	2.7228	-0.1057	27.3777
Si	8.1624	-0.0347	27.0865
Si	0.0609	2.7567	27.3221
Si	5.436	2.7426	27.1419
Si	2.6566	5.4505	27.1212
Si	8.2009	5.373	27.1141
Si	-0.0001	8.1994	27.082
Si	5.504	8.1612	27.1491
Si	4.128	1.3587	28.5624
Si	9.5324	1.3352	28.512
Si	1.4039	4.1342	28.6205
Si	6.8198	4.0835	28.5265
Si	4.0925	6.8051	28.4836
Si	9.5549	6.8154	28.4547
Si	1.2933	9.4929	28.6122
Si	6.8487	9.5504	28.5199
Si	-0.0323	-0.0005	29.9132
Si	5.4941	-0.0171	29.9053
Si	2.7566	2.7238	29.9238
Si	8.1908	2.7264	29.8914
Si	-0.023	5.4963	29.9013
Si	5.4599	5.4638	29.8867
Si	2.7476	8.1682	29.9026
Si	8.2186	8.1858	29.8756
Si	1.3673	1.3673	31.2657
Si	6.8362	1.3673	31.2657
Si	4.1018	4.1018	31.2657
Si	9.5708	4.1018	31.2657
Si	1.3673	6.8362	31.2657
Si	6.8362	6.8362	31.2657
Si	4.1018	9.5708	31.2657
Si	9.5708	9.5708	31.2657
Si	2.7345	0	0.6835
Si	8.2035	0	0.6835
Si	0	2.7345	0.6835
Si	5.469	2.7345	0.6835
Si	2.7345	5.469	0.6835
Si	8.2035	5.469	0.6835
Si	0	8.2035	0.6835
Si	5.469	8.2035	0.6835
Si	4.097	1.3768	2.0587
Si	9.5946	1.347	2.0398
Si	1.3522	4.1343	2.051
Si	6.8274	4.1316	2.0412
Si	4.0895	6.8451	2.0397
Si	9.5743	6.8366	2.0589
Si	1.3586	9.6008	2.0523
Si	6.8277	9.6104	2.0425
Si	0.0315	0.034	3.468
Si	5.4814	0.0341	3.4437
Si	2.7123	2.7644	3.3936
Si	8.2528	2.774	3.3316
Si	0.0262	5.512	3.4669
Si	5.4717	5.521	3.4187
Si	2.7335	8.2357	3.3874
Si	8.2404	8.2811	3.3746
Si	1.3777	1.4487	4.8386
Si	6.9099	1.4666	4.7147
Si	4.0585	4.1448	4.7399
Si	9.5997	4.0703	4.7664
Si	1.3663	6.9662	4.8291
Si	6.8403	6.9818	4.7174
Si	4.0943	9.5639	4.7754
Si	9.6222	9.5694	4.8241
Si	2.7556	0.0189	6.1219
Si	8.2919	0.1048	6.072
Si	0.0114	2.7864	6.2928
Si	5.5067	2.8243	6.0481
Si	2.7497	5.5773	6.1164
Si	8.2507	5.5832	5.9378
Si	0.0443	8.2941	6.3534
Si	5.4962	8.29	6.2065
Si	4.4218	1.1649	7.302
Si	9.808	1.1291	7.5991
Si	1.1737	4.4911	7.483
Si	6.6357	4.5253	7.2208
Si	4.321	6.6858	7.5128
Si	9.7271	6.5979	7.4757
Si	1.2774	9.9233	7.6845
Si	6.7183	9.9523	7.3927
O	9.2323	1.1856	23.8025
O	4.0881	6.8182	23.963
O	3.911	1.2443	24.0815
O	9.4874	6.6654	23.8913
O	-0.0258	5.5368	7.9944
O	5.5727	0.117	7.8919
O	0.0712	0.0742	8.1268
O	5.5327	5.5969	7.8564
O	7.5894	3.9257	8.4025
O	8.72	7.0263	8.7313
O	2.1717	9.4309	9.0217
O	8.8799	1.6413	8.8964
O	7.6158	9.4559	8.6882
O	3.5921	1.8027	8.5628
O	3.5729	7.1946	8.9143
O	2.0611	3.9983	8.7925
O	8.0351	3.6189	23.4444
O	0.3941	4.9107	22.9174
O	1.7983	2.7387	23.3427
O	5.721	4.9139	23.0533
O	5.4747	10.075	23.4142
O	2.3454	8.5819	22.9871
O	-0.2268	9.3409	22.7891
O	7.6917	8.5481	23.0731
Si	8.6421	7.6124	18.3766
Si	8.7844	6.3216	13.5997
Si	3.798	1.4655	14.6801
Si	2.1438	5.6066	17.5555
Si	2.3707	3.0405	19.5059
Si	9.8167	8.9962	12.0591
Si	1.1583	9.0863	21.9634
Si	9.1837	0.9375	13.1758
Si	1.4016	4.9952	12.9795
Si	1.7912	8.1909	12.7905
Si	6.6131	9.5542	22.3816
Si	4.5517	4.5125	15.65
Si	8.1969	2.9832	9.5544
Si	0.8523	8.1004	19.121
Si	6.9414	1.3331	21.0724
Si	8.2209	8.2878	9.6496
Si	10.8504	5.0982	15.5451
Si	7.5612	9.4422	16.2751
Si	9.899	2.0224	20.272
Si	3.2072	8.4754	9.8932
Si	6.6711	3.2755	17.3907
Si	1.0604	0.0861	19.8114
Si	3.2293	2.7636	12.2682
Si	7.1751	5.3413	19.6509
Si	5.7454	8.6281	11.5138
Si	5.7871	6.0331	13.166
Si	4.6346	9.655	17.5859
Si	0.9713	3.5509	22.186
Si	4.8662	1.4285	18.7838
Si	3.187	3.0608	9.4916
Si	6.4658	10.7711	13.7492
Si	10.3487	0.0617	15.9478
Si	5.6558	3.6215	11.1256
Si	9.8443	3.8667	11.8623
Si	2.343	9.8655	15.5102
Si	6.0778	8.0808	19.7657
Si	6.869	3.9775	22.3686
Si	9.7363	2.7017	17.3548
O	7.1949	6.3387	13.9389
O	1.9247	6.971	18.5086
O	10.2149	3.9397	16.4511
O	6.1621	9.9239	17.0055
O	10.1488	0.6852	14.4569
O	8.4054	6.0362	18.8045
O	5.1741	0.6169	14.3849
O	5.6602	2.0087	17.4918
O	8.3099	1.9726	20.515
O	1.965	4.1919	18.3965
O	6.9541	2.7617	10.6104
O	4.8658	2.6715	12.1893
O	6.0579	4.3048	16.2798
O	4.557	3.8914	9.9119
O	10.661	2.7013	21.5541
O	9.7122	6.1076	14.938
O	5.9834	6.4476	19.8199
O	4.0718	0.1035	18.2648
O	9.2796	10.5239	12.2571
O	2.8401	4.2993	12.6939
O	1.679	10.495	21.2422
O	3.9503	2.6455	19.3813
O	0.7291	9.9875	15.9219
O	1.2028	9.7103	18.802
O	1.6841	1.5418	19.3482
O	8.9428	10.3166	16.4576
O	4.8858	8.5271	18.7406
O	9.5648	8.7246	10.4673
O	6.6798	4.0395	18.8266
O	2.8433	1.6411	13.3532
O	5.8104	8.7547	21.2157
O	2.5343	2.4139	10.8425
O	7.5676	4.8075	21.1441
O	5.2072	7.442	12.5295
O	0.436	9.0138	12.4704
O	7.5885	1.019	13.5479
O	7.1149	9.5817	14.7
O	8.9857	5.0033	12.6533
O	8.0556	7.9684	16.859
O	6.213	2.5311	21.9341
O	2.46	9.0036	14.0793
O	0.4265	4.4612	11.7836
O	0.9191	7.9752	20.7608
O	9.3763	3.7957	10.3118
O	9.6624	2.3564	12.5014
O	7.6318	8.4903	19.3511
O	2.5477	8.1045	11.3411
O	3.9938	2.9841	15.3032
O	0.7593	4.3855	14.3488
O	10.07	2.9653	18.9356
O	9.1412	7.7732	12.9251
O	10.413	0.4833	20.0232
O	6.0334	5.0082	11.8968
O	8.1276	2.633	17.0567
O	3.5484	5.3432	16.6871
O	4.656	9.0981	10.3666
O	1.5223	6.6132	13.1635
O	4.7683	5.4339	14.3047
O	2.0244	3.7556	20.9456
O	10.5431	1.3368	16.9523
O	0.9568	5.9069	16.4772
O	7.3491	10.9079	21.8557
O	5.9148	0.9001	19.9018
O	6.091	9.9889	12.3578
O	2.848	0.4873	15.5605
O	7.0419	7.9647	10.741
O	10.245	7.8839	18.5598
O	3.4457	9.146	16.5416

Results
free energy: -61478.449 eV
free energy less fixed offsets of As -2657.37, O -447.96, Si -113.29 eV per atom: 2.891 eV
gap between the highest filled and lowest empty level on this k mesh: 1.226 eV

The program warned: the cutoff lies below the one the program advises for these potential files; the model core charge is not resolved on the grid; the forces do not sum to zero within the program's tolerance; the exchange-correlation potential is rough where the density is thin.
